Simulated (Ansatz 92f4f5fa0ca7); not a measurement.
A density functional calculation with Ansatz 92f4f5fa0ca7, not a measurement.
Periodic cell of 240 atoms, Si128O80H32, with a vacuum gap, from a study of silicon, its oxide and their interface. The atomic structure is a simulated model.

Settings: functional r2SCAN; potential files Ansatz PAW; basis plane waves; wave-function cutoff 800 eV; density cutoff ratio 5; exchange-correlation grid ratio 1; k mesh 1 x 1 x 1, shifted by 0.5 0.5 0 of a step; self-consistency stop 1e-11 eV per atom in the density residual; occupations fixed; spin none; net charge 0; applied field sawtooth along c, amplitude +0.015 V/angstrom in the program's sign convention, ramp centred at 0.9884 of c and 0.0233 of c wide, no dipole correction.

Cell vectors (angstrom)
a 10.88 0 0
b 0 10.88 0
c 0 0 43.0078

Atoms: element, x, y, z (angstrom)
Si 2.1219 -0.8106 29.2739
Si 4.8346 1.8578 29.2647
Si 1.5279 5.1922 29.3749
Si 4.4389 -2.9548 29.3476
Si -3.6393 -0.2487 29.403
Si -1.291 2.5013 29.3566
Si 7.3852 4.7383 29.4371
Si -0.7374 -3.5382 29.4983
Si 3.1778 0.8247 30.5757
Si 5.8546 3.4964 30.657
Si 3.208 -4.5669 30.5917
Si 6.0379 -1.8773 30.6466
Si -2.2412 0.9333 30.8162
Si 0.4278 3.5426 30.5982
Si 8.5887 6.2226 30.7938
Si 0.4847 -1.8822 30.6155
Si 1.8124 2.1828 31.9352
Si 4.5131 4.9118 31.9613
Si 1.8467 -3.2355 32.0056
Si 4.595 -0.5085 31.9755
Si 7.2092 2.2189 32.1245
Si 9.975 4.8442 32.0764
Si 7.2713 7.6357 32.0728
Si -0.848 -0.5122 32.0071
Si 0.4942 0.8394 33.3613
Si 3.158 3.5526 33.3199
Si 0.4792 6.2622 33.3544
Si 3.2216 -1.8775 33.3384
Si 5.8761 0.8249 33.4168
Si 8.609 3.5429 33.4474
Si 5.8795 6.2554 33.3589
Si 8.6499 -1.8647 33.3718
Si 1.356 -1.3706 9.6797
Si 4.059 1.3585 9.6663
Si 1.3218 4.0507 9.5946
Si 4.0947 -4.0797 9.5932
Si 6.8307 -1.3368 9.6195
Si -1.3422 1.3393 9.5986
Si 6.8143 4.0891 9.6559
Si -1.3642 6.8235 9.684
Si 2.6916 0.0053 11.0449
Si 5.454 2.7152 10.9894
Si 2.6892 5.4287 10.8758
Si 5.4822 -2.724 10.9274
Si -2.6844 0.0225 10.9825
Si -0.0034 2.6688 10.9756
Si 8.1661 5.4514 11.0347
Si -0.0225 -2.6919 11.0734
Si 1.3125 1.3333 12.4448
Si 4.0389 4.085 12.2378
Si 1.3653 -4.129 12.3024
Si 4.1448 -1.35 12.2806
Si -4.0255 1.4015 12.3445
Si -1.3626 4.0336 12.3296
Si 6.8042 -4.0556 12.3746
Si -1.3755 -1.2985 12.4531
Si -0.3499 0.3424 13.8433
Si 2.5546 2.9219 13.6291
Si 0.2911 -5.7986 13.5754
Si 2.995 -2.961 13.4849
Si 5.7313 -0.2086 13.5904
Si -2.5607 2.609 13.7751
Si 5.1352 5.6691 13.5394
Si -2.9792 -2.457 13.7218
Si 0.1661 -5.052 16.4286
Si 0.977 -0.7595 26.4418
Si 7.2601 4.4689 20.593
Si 6.8341 -4.6412 18.1773
Si 0.2921 1.3572 22.0054
Si 3.9226 0.2068 18.5316
Si 2.734 4.9908 26.6133
Si -1.9858 -2.9613 16.6785
Si 2.3069 0.5149 24.1144
Si 8.499 1.0372 27.0565
Si 4.8997 -0.6975 24.5347
Si 0.0178 -0.7381 16.8072
Si 6.4087 3.9788 15.9162
Si 5.6083 1.817 26.3925
Si 6.8845 -3.0238 25.1231
Si 5.6428 6.141 27.1789
Si 8.6175 -2.2372 22.869
Si -1.435 -2.5063 26.7164
Si -0.6968 4.1897 21.4302
Si 4.5825 4.4052 21.8501
Si 1.0319 1.0456 19.1061
Si 2.5097 -4.5943 20.311
Si 4.4086 1.6206 15.835
Si 5.6478 2.0861 20.3359
Si 2.1806 -2.8168 16.2982
Si 3.8602 3.2167 24.5767
Si 4.2312 -2.858 18.4756
Si 0.205 -3.9923 22.3743
Si 0.9729 -3.5277 25.3662
Si 6.7664 -0.0159 22.3597
Si -1.8625 0.3644 24.0732
Si 0.8438 4.1825 18.8235
Si 1.8586 -0.5255 34.7025
Si 4.5156 2.2097 34.7155
Si 1.8244 4.9043 34.7172
Si 4.5408 7.6278 34.721
Si 7.2718 -0.5271 34.7403
Si -0.8877 2.1704 34.747
Si 7.2486 4.9321 34.7442
Si 10.0021 -3.2476 34.707
Si 3.1856 0.8388 36.0727
Si 5.891 3.5546 36.0744
Si 3.1819 6.2676 36.0789
Si 5.9091 -1.8973 36.0822
Si -2.2517 0.8229 36.1053
Si 0.4658 3.5528 36.0866
Si 8.6241 -4.5862 36.0696
Si 0.4877 -1.8898 36.0527
Si 1.3629 1.3468 6.9289
Si 4.0788 4.0756 6.9317
Si 1.3555 6.799 6.9327
Si 4.0798 -1.353 6.9262
Si 6.7877 1.3687 6.9378
Si -1.3737 4.0934 6.9225
Si 6.8116 -4.0746 6.9377
Si -1.3379 -1.3813 6.9225
Si 0.0187 -0.0266 8.278
Si 2.7185 2.7083 8.2769
Si -0.0276 5.4556 8.2892
Si 2.7152 -2.7101 8.2831
Si 5.4279 0.0061 8.2959
Si 8.1622 2.7277 8.2848
Si 5.4571 5.4281 8.2727
Si 8.1783 -2.7167 8.2871
O 0.9486 -3.587 23.7498
O -0.3716 5.3864 22.4568
O 4.523 2.9125 21.1827
O 2.3343 -2.249 14.7965
O 8.5728 3.7238 28.9801
O 3.2278 2.3419 14.9981
O 7.6824 3.3223 15.122
O 1.4487 4.0369 14.0853
O 2.0706 4.5064 28.0007
O 1.565 0.6229 22.6805
O 2.4548 0.278 19.212
O 0.1741 -0.2074 15.286
O 0.3266 4.5011 17.3264
O -0.4371 -5.3676 14.9682
O -2.3572 -3.0674 15.1037
O -0.5744 -1.1273 26.7392
O -1.4231 -1.4724 16.9911
O 6.6661 5.2859 28.0825
O 1.6201 -2.1539 25.926
O 3.2792 -1.9018 28.882
O -1.6161 -3.0066 28.2375
O 5.23 -3.3978 27.9874
O 5.4066 -3.9684 18.551
O 0.4077 -4.5711 28.9273
O 3.2544 1.8106 24.1082
O 3.5831 5.4982 21.2204
O 7.5226 -5.2031 19.5428
O 3.6225 -2.9065 16.9855
O 4.2732 5.363 26.8914
O 4.6138 2.1542 27.6601
O -0.5711 -3.6033 25.878
O 4.5665 -1.2792 18.7197
O -1.7487 0.8499 25.5858
O 1.2979 2.6334 18.8894
O 7.6883 -1.2935 21.9015
O 5.6271 4.9286 14.8866
O 5.1755 0.5682 14.8949
O 8.5751 3.9977 21.4153
O 7.6183 -3.3671 17.5638
O 6.1149 4.9142 21.6641
O 0.1606 0.4624 17.8738
O 4.9252 1.2747 19.178
O 1.8824 6.1876 25.9737
O -1.1812 1.7492 27.8998
O 4.0673 -4.0735 14.0342
O 5.4356 2.7593 16.3875
O 6.5218 1.0199 21.1747
O 6.3775 -4.4059 25.7782
O -0.9488 1.0721 22.9729
O -0.3363 4.4877 19.8822
O 1.5932 -4.3198 16.2671
O 5.5716 -2.0932 24.9805
O 1.2039 -1.8068 17.0939
O -1.4638 1.4836 14.2534
O 5.9113 0.6489 29.1603
O 2.0389 5.2081 19.1912
O 3.7589 0.7149 17.0021
O 5.3544 -0.4325 22.9969
O 7.6296 -3.2413 23.6896
O 7.9896 -0.2684 27.9246
O 5.2828 2.9622 25.3
O 3.2921 -0.7498 24.3501
O 3.1563 -3.3117 19.5875
O 1.2829 -3.9788 21.1722
O 1.1921 0.3833 25.3012
O 0.2669 2.9769 21.9152
O 6.7932 4.96 17.1562
O 7.5103 0.6959 23.6087
O 1.6195 -0.233 27.8284
O 2.7255 3.7867 25.5616
O 0.1986 0.8077 20.4833
O 4.1374 4.2556 23.3855
O 6.6842 3.1915 19.7618
O -0.8612 -4.0299 17.1157
O 5.3012 0.3764 25.6941
O 7.9652 -2.3405 26.1129
O 7.1546 1.9385 26.854
O -1.074 -3.0099 22.0932
O -1.562 -1.2312 23.9485
O 6.7758 -1.3414 14.1574
H 2.3593 1.6561 37.0052
H 4.0081 0.0177 37.0052
H 6.716 2.7361 37.0069
H 5.0718 4.379 37.0069
H 2.3616 7.0909 37.0113
H 4.0051 5.4473 37.0113
H 5.0918 -1.0711 37.0146
H 6.7385 -2.7115 37.0146
H -3.072 1.6462 37.0377
H -1.427 0.004 37.0377
H -0.3557 4.3749 37.0191
H 1.2849 2.7283 37.0191
H 7.802 -3.7647 37.002
H 9.4404 -5.4135 37.002
H 1.3023 -2.7187 36.9852
H -0.3393 -1.0732 36.9852
H 2.1892 0.5295 5.9965
H 0.5438 2.1713 5.9965
H 3.2556 4.8959 5.9993
H 4.8979 3.2511 5.9993
H 0.5409 7.6279 6.0003
H 2.1759 5.9757 6.0003
H 4.8971 -2.1793 5.9938
H 3.2573 -0.5319 5.9938
H 7.608 0.5454 6.0054
H 5.9627 2.1872 6.0054
H -2.19 4.9207 5.99
H -0.5522 3.2713 5.99
H 7.6337 -4.8961 6.0052
H 5.9823 -3.2605 6.0052
H -0.5109 -2.1978 5.99
H -2.1625 -0.5623 5.99

Results
free energy: -128005.645 eV
free energy less fixed offsets of H -15.71, O -570.45, Si -639.56 eV per atom: -3.245 eV

Forces (eV/angstrom), in the order of the atoms: element, x, y, z
Si 0.002 -0.0022 0.0402
Si 0.0048 -0.0109 0.0459
Si -0.0048 0.008 0.0338
Si -0.0023 0.0032 0.0326
Si -0.0073 0.0106 0.0317
Si -0.002 0.0031 0.0384
Si 0.0067 0.0002 0.0319
Si 0.0064 0.0005 0.026
Si 0.0077 -0.0023 -0.0138
Si 0.0013 -0.0036 -0.0162
Si -0.0004 0.0014 -0.0138
Si -0.009 0.0091 -0.016
Si -0.0005 0.0085 -0.0177
Si -0.0085 0.0075 -0.0111
Si -0.0009 -0.0059 -0.0137
Si 0.0041 0.0005 -0.0157
Si -0.0058 -0.0006 0.0106
Si -0.001 0.0037 0.0099
Si 0.001 0.0019 0.0061
Si -0.0055 -0.0034 0.0009
Si 0.0083 -0.0004 0.0062
Si -0.0035 0.0026 0.0024
Si 0.0037 -0.0013 0.0081
Si -0.0047 -0.0015 0.0103
Si -0.0027 0.0099 0.0213
Si -0.0072 -0.002 0.0211
Si 0.0003 0.0047 0.0152
Si 0.0033 0.0059 0.0157
Si 0.0072 0.0034 0.0144
Si -0.0069 0.0011 0.015
Si 0.0062 0.0053 0.0199
Si 0.0004 0.0049 0.0186
Si -0.0015 -0.0011 -0.0194
Si -0.0071 0.0001 -0.0197
Si 0.006 -0.0017 -0.0083
Si -0.0039 -0.0035 -0.0034
Si -0.0055 -0.0015 -0.0147
Si 0.0049 0.0098 -0.0143
Si -0.0026 0.0051 -0.0231
Si 0.0058 0.0064 -0.0225
Si -0.0014 0.0008 -0.0078
Si -0.003 -0.0006 -0.0143
Si 0.0044 -0.0023 -0.0077
Si -0.0057 -0.0078 -0.0036
Si -0.0013 0.0031 -0.0087
Si 0.0054 0.0036 -0.0066
Si -0.0043 0.0006 -0.0096
Si 0.0035 0.005 -0.0135
Si -0.0064 0.006 0.0136
Si -0.0104 0.008 0.012
Si 0.0107 -0.0082 0.0097
Si 0.0006 -0.0062 0.0142
Si -0.0009 -0.0076 0.0118
Si 0.011 -0.0048 0.008
Si -0.0033 0.0063 0.0122
Si -0.009 0.0008 0.0132
Si 0.0116 -0.0114 0.0177
Si 0.0109 0.0053 0.0164
Si 0.004 0.0091 0.021
Si -0.0034 0.0107 0.0212
Si 0.0003 -0.0028 0.0199
Si -0.0086 -0.0043 0.0175
Si -0.0058 -0.0087 0.0155
Si 0.0107 -0.0077 0.0211
Si 0.0063 -0.0034 0.0481
Si -0.0037 -0.0037 0.0503
Si -0.0026 -0.004 0.0495
Si -0.0018 -0.0019 0.0661
Si -0.0014 -0.0114 0.0679
Si 0.0101 0.0049 0.0494
Si 0.0028 0.0037 0.0511
Si -0.0033 0.0006 0.0535
Si 0.0029 -0.0092 0.0548
Si -0.0024 0.0027 0.0634
Si -0.0106 0.0053 0.0479
Si 0.0016 0.005 0.0543
Si -0.0052 0.0109 0.0543
Si -0.0016 0.0098 0.0607
Si -0.0053 -0.0046 0.0481
Si 0.0063 -0.008 0.0559
Si -0.0032 0.001 0.0507
Si 0.0014 0.0041 0.05
Si -0.0024 0.0029 0.0519
Si -0.005 -0.0043 0.0493
Si -0.0032 0.0067 0.0599
Si -0.0102 0.0012 0.0566
Si -0.0044 -0.005 0.0508
Si 0.0132 0.0013 0.0487
Si 0.0064 -0.002 0.0516
Si -0.005 -0.0018 0.0618
Si -0.0076 -0.0027 0.0556
Si -0.008 0.0176 0.0652
Si -0.0043 0.0001 0.0612
Si 0.0001 -0.0104 0.0512
Si -0.0017 -0.007 0.0607
Si 0.005 0.0011 0.055
Si -0.0157 0 0.1757
Si -0.006 0.0159 0.1844
Si -0.0027 0.0093 0.1896
Si -0.0013 0.0033 0.1836
Si 0.0006 -0.0125 0.184
Si 0.0222 -0.0141 0.1833
Si 0.0051 -0.0019 0.1747
Si -0.001 0.0048 0.1753
Si -0.0457 0.0344 0.3933
Si -0.0382 0.073 0.3547
Si 0.0148 -0.0089 0.2705
Si 0.04 -0.0311 0.2926
Si 0.0545 -0.0359 0.3625
Si -0.0015 -0.0287 0.3003
Si -0.0061 0.0137 0.3678
Si 0.0105 0.0166 0.2901
Si 0.0776 -0.0499 -0.3745
Si 0.04 -0.0417 -0.3504
Si -0.0057 0.0307 -0.2519
Si -0.0526 0.0109 -0.2748
Si -0.0131 0.0211 -0.2678
Si -0.0303 0.0427 -0.3111
Si 0.0041 -0.0365 -0.3476
Si 0.0085 0.0241 -0.3577
Si 0.0085 -0.0034 -0.1844
Si -0.0021 -0.0015 -0.1798
Si 0.0059 -0.0091 -0.1825
Si -0.0036 -0.0036 -0.1765
Si -0.0064 0.0079 -0.1878
Si 0.0089 -0.0192 -0.1851
Si -0.0046 0.0119 -0.1741
Si -0.0114 0.0045 -0.1879
O -0.0075 -0.0078 -0.0403
O -0.0026 -0.0104 -0.017
O 0.0033 -0.0093 -0.0194
O 0.0108 0.0017 -0.0322
O -0.0004 -0.0065 -0.0089
O -0.0094 0.0094 -0.0264
O 0.015 -0.0131 -0.0364
O 0.0008 -0.0019 -0.0199
O 0.0096 0.0011 -0.0353
O -0.014 0.0083 -0.0354
O 0.0025 -0.0048 -0.0131
O -0.0008 0.0109 -0.0461
O -0.006 0.0183 -0.0434
O -0.0046 -0.0047 -0.0395
O -0.0065 0.0042 -0.0502
O 0.0047 -0.0025 -0.011
O 0.0001 -0.0021 -0.0205
O -0.0136 0.0062 -0.0278
O 0.0045 -0.0062 -0.0224
O -0.0022 -0.0011 -0.0121
O -0.0058 0.0114 -0.0401
O 0.0084 -0.0117 -0.0274
O 0.0085 -0.0044 -0.016
O 0.0028 -0.0004 -0.009
O -0.0009 -0.0004 -0.0221
O -0.0111 0.0103 -0.0226
O 0.0009 0.0155 -0.0409
O -0.0118 0.0021 -0.0274
O -0.0074 -0.011 -0.02
O 0.0065 0.0036 -0.0338
O 0.0111 -0.0029 -0.0152
O -0.0025 -0.0025 -0.0214
O 0.0103 -0.0044 -0.0446
O -0.0043 0.0008 -0.0145
O -0.0034 0.0024 -0.016
O -0.0068 0.0087 -0.0286
O 0.0122 -0.0157 -0.0287
O -0.0116 0 -0.0157
O 0.007 0.0064 -0.0194
O 0.0084 0.0031 -0.0227
O -0.0094 -0.0144 -0.0362
O -0.0184 -0.0155 -0.0213
O -0.0026 0.0061 -0.0147
O -0.0026 -0.0102 -0.0319
O 0.0074 -0.0024 -0.0128
O 0.0017 0.0025 -0.0302
O -0.0065 0.0194 -0.0319
O 0.003 0.0128 -0.0262
O 0.0133 0.0141 -0.0297
O 0.0038 -0.0006 -0.0422
O -0.0016 0.0028 -0.0257
O -0.0014 0.01 -0.0244
O -0.0012 -0.0024 -0.0196
O 0.0018 -0.0001 -0.0007
O -0.0002 0.0065 -0.0276
O -0.0091 -0.0064 -0.0219
O 0.0071 0.0128 -0.0404
O 0.0085 0.0012 -0.0257
O 0.0121 0.0084 -0.0298
O 0.009 -0.0003 -0.0328
O -0.0037 0.0089 -0.0193
O -0.0101 0.0045 -0.0138
O 0.0141 0.0099 -0.0243
O 0.0132 -0.0036 -0.0271
O 0.001 0.0096 -0.0257
O -0.0035 0.0063 -0.0183
O -0.0037 -0.0173 -0.0399
O -0.0087 -0.0076 -0.0171
O -0.0064 0.0023 -0.0426
O 0.0064 -0.0122 -0.0292
O 0.0078 -0.0054 -0.0499
O 0.0087 0.0116 -0.0421
O 0.0059 -0.0016 -0.0228
O 0.0025 0.0019 -0.0143
O -0.0086 -0.012 -0.0217
O -0.0098 -0.004 -0.0337
O -0.0033 -0.0062 -0.0197
O 0.0069 -0.0058 -0.018
O 0.0005 -0.0061 -0.0256
O 0.0039 -0.0019 -0.0075
H 0.2731 -0.3484 -0.259
H -0.2465 0.3145 -0.2791
H -0.3014 0.2416 -0.2982
H 0.3088 -0.3417 -0.2427
H 0.2833 -0.341 -0.2665
H -0.2973 0.3246 -0.2739
H 0.2651 -0.2847 -0.2832
H -0.3639 0.3058 -0.2525
H 0.2984 -0.2554 -0.2732
H -0.333 0.2648 -0.2412
H 0.2778 -0.2769 -0.2765
H -0.2842 0.3325 -0.2585
H 0.3832 -0.2856 -0.2612
H -0.2796 0.2711 -0.2809
H -0.2952 0.3413 -0.2712
H 0.3055 -0.2674 -0.2944
H -0.337 0.3237 0.2316
H 0.2446 -0.2773 0.284
H 0.2996 -0.2813 0.2752
H -0.3346 0.3165 0.2432
H 0.3291 -0.3524 0.2551
H -0.2913 0.2803 0.2849
H -0.2881 0.275 0.2794
H 0.3415 -0.297 0.2576
H -0.2532 0.2353 0.2872
H 0.3379 -0.3179 0.2527
H 0.3 -0.3688 0.2425
H -0.2293 0.2892 0.2839
H -0.3113 0.3529 0.2501
H 0.2986 -0.2696 0.2764
H -0.3598 0.3352 0.2431
H 0.2522 -0.2385 0.2712

The program warned: the cutoff lies below the one the program advises for these potential files; the forces do not sum to zero within the program's tolerance; empty levels may hold ghost states of the PAW files; the exchange-correlation potential is rough where the density is thin.
